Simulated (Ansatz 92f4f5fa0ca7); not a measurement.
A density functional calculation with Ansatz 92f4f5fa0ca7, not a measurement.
Periodic cell of 406 atoms, Si266O140, from a study of silicon, its oxide and their interface. The atomic structure is a simulated model.
Doubt: the cutoff is far below the 930 eV that the study's wrapper takes by default for these files, so forces and energies are approximate.
This geometry differs little from another in the collection (a relaxation step or a small displacement).

Settings
functional: PBE
potential files: Ansatz PAW
basis: plane waves
wave-function cutoff: 580 eV
density cutoff ratio: 5
exchange-correlation grid ratio: 1
k mesh: 1 x 1 x 1, Gamma-centred
self-consistency stop: 5e-08 eV per atom in the density residual
occupations: fixed
spin: none
net charge: 0

Cell vectors (angstrom)
a	15.4687	0	0
b	0	12.8259	0
c	0	0	35.8517

Atoms and the computed forces on them: element, x, y, z (angstrom), force x, y, z (eV/angstrom)
Si	0.0172	1.1739	33.1761	-0.0013	0.0057	-0.0003
Si	3.881	1.1745	33.1705	-0.0005	0.0059	0
Si	7.7328	1.1745	33.1812	-0.0019	0.0059	-0.0009
Si	11.6463	1.1748	33.1854	0.0018	0.0069	-0.0014
Si	1.9486	7.5814	33.1765	-0.0022	0.0027	-0.0033
Si	5.7983	7.5843	33.1684	0.0018	0.0046	-0.0036
Si	9.6956	7.585	33.1687	0.0011	0.005	-0.0015
Si	13.5595	7.5841	33.1642	-0.0017	0.0048	-0.0021
Si	1.9336	5.247	33.5849	0.0898	0.0419	0.0341
Si	5.8008	5.247	33.5849	0.083	0.0741	-0.094
Si	9.6679	5.247	33.5849	0.0488	0.1546	0.0478
Si	13.5351	5.247	33.5849	0.0804	0.1085	0.0087
Si	0	11.6599	33.5849	0.147	0.1324	0.0128
Si	3.8672	11.6599	33.5849	-0.0314	0.1013	0.0477
Si	7.7343	11.6599	33.5849	0.1765	0.0963	0.015
Si	11.6015	11.6599	33.5849	0.0438	0.0641	-0.2032
Si	0	4.664	34.8216	-0.0213	-0.0062	-0.0107
Si	3.8672	4.664	34.8216	-0.0541	0.006	-0.0174
Si	7.7343	4.664	34.8216	-0.0251	0.0264	-0.0134
Si	11.6015	4.664	34.8216	-0.0418	0.0046	-0.0222
Si	1.9336	11.0769	34.8216	-0.0096	0.0345	0.032
Si	5.8008	11.0769	34.8216	-0.0052	-0.0366	-0.0437
Si	9.6679	11.0769	34.8216	-0.0449	0.0363	0.0006
Si	13.5351	11.0769	34.8216	-0.0373	-0.0558	-0.0547
Si	0	2.332	35.2338	0.0097	0.0212	0.0587
Si	3.8672	2.332	35.2338	0.0292	-0.0168	0.0077
Si	7.7343	2.332	35.2338	-0.0735	0.011	0.0931
Si	11.6015	2.332	35.2338	0.1533	0.034	0.1306
Si	1.9336	8.745	35.2338	0.045	0.0213	0.047
Si	5.8008	8.745	35.2338	-0.0416	0.011	-0.0026
Si	9.6679	8.745	35.2338	0.0687	0.0133	-0.0078
Si	13.5351	8.745	35.2338	0.0384	0.0049	-0.0242
Si	1.9336	1.749	0.6188	0.0293	0.0021	-0.0052
Si	5.8008	1.749	0.6188	-0.0179	0.0637	0.0113
Si	9.6679	1.749	0.6188	-0.0295	-0.0389	-0.0303
Si	13.5351	1.749	0.6188	-0.0177	0.0504	0.0328
Si	0	8.162	0.6188	-0.0194	-0.0201	-0.0053
Si	3.8672	8.162	0.6188	0.0014	-0.007	0.0063
Si	7.7343	8.162	0.6188	-0.0222	-0.0347	-0.0358
Si	11.6015	8.162	0.6188	-0.0413	-0.0085	-0.0075
Si	0	5.83	1.031	0.0215	0.0018	0.0098
Si	3.8672	5.83	1.031	0.048	-0.0335	-0.0296
Si	7.7343	5.83	1.031	0.0194	0.0045	0.0194
Si	11.6015	5.83	1.031	0.0341	-0.0103	-0.0063
Si	1.9336	12.2429	1.031	0.0043	0.0369	0.0468
Si	5.8008	12.2429	1.031	-0.0046	0.0258	0.0065
Si	9.6679	12.2429	1.031	0.0393	0.0069	0.0271
Si	13.5351	12.2429	1.031	0.0304	0.0461	0.0292
Si	1.9336	5.247	2.2678	0.0005	-0.0422	-0.0699
Si	5.8008	5.247	2.2678	-0.1362	-0.0242	-0.1205
Si	9.6679	5.247	2.2678	-0.0619	-0.0198	-0.0355
Si	13.5351	5.247	2.2678	-0.0889	-0.0519	-0.1519
Si	0	11.6599	2.2678	-0.079	0.0046	0.0331
Si	3.8672	11.6599	2.2678	0.1238	0.0166	0.0804
Si	7.7343	11.6599	2.2678	0.0014	0.0515	0.2126
Si	11.6015	11.6599	2.2678	-0.1076	0.0502	0.2067
Si	1.9336	2.915	2.68	-0.0259	-0.0162	0.0128
Si	5.8008	2.915	2.68	0.01	-0.1233	-0.0728
Si	9.6679	2.915	2.68	0.0281	0.0479	0.0701
Si	13.5351	2.915	2.68	0.0239	-0.0841	-0.0288
Si	0	9.328	2.68	0.0272	0.0256	0.0435
Si	3.8672	9.328	2.68	0.0157	0.0403	0.0431
Si	7.7343	9.328	2.68	0.0319	0.0159	0.0354
Si	11.6015	9.328	2.68	0.0529	0.0045	0.0216
Si	0.3733	0.2198	26.4526	0.0116	-0.019	0.0527
Si	3.5759	0.1083	26.5226	-0.0032	-0.0101	0.0325
Si	8.1832	0.0937	26.782	-0.0115	-0.0177	0.0336
Si	11.3289	0.1149	26.7634	-0.0005	-0.0274	-0.0044
Si	1.6392	6.4329	26.4141	-0.0261	-0.0164	0.0062
Si	6.1283	6.2656	26.7441	-0.0068	-0.031	-0.001
Si	9.2446	6.4878	26.8005	-0.0093	-0.0159	0.0133
Si	13.9107	6.5716	26.538	0.0093	-0.012	0.0789
Si	1.9786	4.1076	26.9372	0.0092	0.028	-0.0009
Si	5.9103	3.9246	27.03	0.0109	0.0392	-0.0002
Si	9.7318	4.2198	27.007	0.0005	0.018	0.0057
Si	13.5962	4.2093	27.0117	0.0015	0.0342	-0.0042
Si	0.1494	10.6913	26.8297	-0.0072	0.0257	-0.0069
Si	4.0062	10.5816	26.9495	0.0081	0.0281	-0.008
Si	7.6423	10.6542	26.9541	0.0047	0.0273	-0.001
Si	11.7626	10.6221	27.0402	0.0056	0.0282	-0.0059
Si	0.0621	3.6071	28.2456	-0.0124	-0.0108	0.013
Si	3.9012	3.5422	28.2187	-0.009	-0.0049	-0.0021
Si	7.8497	3.4253	28.2311	-0.0074	-0.0325	0.0094
Si	11.6508	3.629	28.2449	-0.0017	-0.0073	-0.0043
Si	2.0111	9.9799	28.1193	-0.0002	-0.0108	0.0133
Si	5.8381	10.0231	28.3304	-0.0012	-0.0058	-0.0034
Si	9.6908	9.9713	28.0627	-0.0089	-0.0161	-0.0013
Si	13.7057	10.0359	28.2083	-0.0018	-0.0064	0.0004
Si	0.0557	1.263	28.5916	-0.0038	-0.0048	-0.0388
Si	3.858	1.2038	28.6288	-0.0081	-0.011	-0.028
Si	7.8339	1.1744	28.8149	-0.0116	0.0056	-0.0211
Si	11.624	1.2991	28.7537	0.0025	0.0045	-0.0057
Si	1.9609	7.6258	28.5008	-0.0026	0.0042	-0.0092
Si	5.8049	7.6397	28.6553	-0.0027	0.0103	-0.0023
Si	9.6918	7.728	28.7019	0.0116	0.0006	-0.0196
Si	13.6329	7.6801	28.6284	-0.0068	-0.0217	-0.0617
Si	1.9467	0.6234	29.8769	0.0035	0.0159	0.0115
Si	5.8029	0.604	29.8734	0.0166	0.0172	-0.0064
Si	9.7494	0.6231	30.0192	-0.0035	-0.0122	0.0087
Si	13.6036	0.6372	29.8464	0.0023	0.0185	0.0008
Si	0.0771	7.0728	29.8595	0.0072	0.0102	0.0134
Si	3.8562	7.0382	29.8255	-0.0042	0.013	0.0015
Si	7.7489	7.0642	29.8991	-0.0076	0.0022	0.0142
Si	11.6636	7.0731	29.8375	0.0089	0.0164	-0.0064
Si	0.06	4.7492	30.3035	0.0019	-0.0063	-0.0123
Si	3.8995	4.7121	30.2735	0.0062	-0.013	-0.0026
Si	7.7901	4.7116	30.2476	0.0063	0.0002	-0.0116
Si	11.6319	4.753	30.305	0.0005	-0.0073	-0.0008
Si	1.9802	11.1085	30.2344	0.0042	-0.0108	-0.0114
Si	5.8342	11.126	30.3779	0.0001	-0.0119	0.0014
Si	9.7153	11.0998	30.214	0.0027	0.0236	-0.0089
Si	13.6211	11.1399	30.2914	-0.0029	-0.0159	-0.0095
Si	1.9738	4.1012	31.5202	-0.0035	-0.0009	0.0014
Si	5.8421	4.1176	31.4933	-0.0078	-0.0022	0.0032
Si	9.6966	4.1162	31.5195	-0.0031	-0.0023	0.0054
Si	13.5753	4.124	31.5069	-0.0017	-0.0064	0.0005
Si	0.0626	10.5215	31.5158	-0.0047	-0.0053	0.0033
Si	3.8738	10.5068	31.5272	0.0048	-0.0057	-0.0002
Si	7.7995	10.5148	31.5189	-0.0092	-0.0093	0.0065
Si	11.6459	10.5168	31.4815	0.0075	-0.0051	0.0081
Si	1.9485	1.7649	31.9438	0.0004	-0.01	-0.0105
Si	5.8084	1.7823	31.9258	-0.0012	-0.0089	-0.0055
Si	9.6973	1.7924	32.0265	0.0039	-0.0026	-0.0058
Si	13.5755	1.784	31.9212	-0.0043	-0.0043	-0.0057
Si	0.0356	8.1922	31.939	0.004	-0.0046	-0.0087
Si	3.8632	8.1702	31.916	0.0001	-0.0016	-0.0062
Si	7.7495	8.1837	31.9664	-0.0033	-0.0009	-0.0057
Si	11.6376	8.1923	31.9237	-0.0028	-0.0036	-0.0043
Si	0	2.332	3.9167	0.0114	-0.2299	-0.3519
Si	3.8672	2.332	3.9167	0.1833	-0.0581	0.042
Si	7.7343	2.332	3.9167	-0.3171	-0.1025	-0.0297
Si	11.6015	2.332	3.9167	0.0542	-0.126	-0.0549
Si	1.9336	8.745	3.9167	-0.012	-0.1574	0.0481
Si	5.8008	8.745	3.9167	-0.0707	0.1162	0.3587
Si	9.6679	8.745	3.9167	-0.1368	-0.0616	0.158
Si	13.5351	8.745	3.9167	-0.1735	-0.0749	0.0628
Si	1.9128	6.4057	4.3228	0	-0.0063	-0.0014
Si	5.7431	6.4089	4.3142	0.0073	-0.0036	-0.0013
Si	9.6282	6.4065	4.3288	0.0026	-0.0018	0.0013
Si	13.4967	6.4047	4.3108	-0.0026	-0.004	-0.001
Si	-0.0213	12.8183	4.3378	-0.0013	-0.0037	-0.0064
Si	3.8929	12.8231	4.3448	-0.0017	-0.0043	-0.0046
Si	7.7349	12.8181	4.3705	0.0022	-0.0005	-0.0064
Si	11.5691	12.8188	4.3681	-0.0018	-0.0009	-0.0052
Si	-0.0412	5.7885	5.5081	-0.0017	0.0057	0.0046
Si	3.8267	5.808	5.5846	0.0036	-0.0009	-0.0024
Si	7.6584	5.8273	5.5322	-0.0178	0.0045	0.0061
Si	11.5646	5.8121	5.5557	0.0047	0.0059	-0.0008
Si	1.9372	12.1837	5.5091	-0.0017	0.0018	0.0011
Si	5.8128	12.2663	5.656	0.0027	0.0006	-0.0022
Si	9.6425	12.2215	5.6667	-0.0052	0.0014	0.0002
Si	13.5068	12.2167	5.5919	0.003	0.0046	0.0025
Si	0.0086	3.4592	5.941	0.003	-0.0011	-0.0017
Si	3.8992	3.4696	5.9985	-0.0008	0.0037	-0.006
Si	7.6496	3.4754	5.9814	0.0106	0.0007	-0.0071
Si	11.6018	3.4654	5.981	-0.0079	0.0001	-0.0054
Si	1.9042	9.8688	5.9969	0.0047	0.0029	-0.0079
Si	5.7661	9.9222	6.0432	-0.0139	0.0024	-0.0116
Si	9.6146	9.8807	6.0155	0.0058	0.0076	-0.0042
Si	13.4782	9.8897	5.9951	-0.0029	0.0038	-0.0072
Si	1.9451	2.7934	7.1072	-0.003	-0.0009	0.0001
Si	5.7784	2.9097	7.3734	-0.0022	-0.006	-0.0118
Si	9.6079	2.7755	7.0623	-0.0132	0.0116	-0.0021
Si	13.5773	2.8069	7.155	0.0027	0.0168	-0.0039
Si	-0.0595	9.2581	7.1903	0.0017	-0.0002	0.0029
Si	3.8115	9.2913	7.285	0.0016	0.0034	0.0046
Si	7.6896	9.388	7.3337	0.0075	-0.0079	-0.0012
Si	11.5395	9.3292	7.2703	-0.0014	0.0139	-0.0018
Si	-0.1083	6.9259	7.5511	0.0028	-0.0113	-0.0166
Si	3.7643	6.9587	7.6576	-0.0069	-0.002	0.0065
Si	7.5479	7.0265	7.556	-0.0041	-0.0132	-0.0215
Si	11.5391	6.9836	7.6046	0.0033	-0.0243	0.0089
Si	1.9537	13.2978	7.5596	0.0089	0.0007	0.0058
Si	5.8257	13.3934	7.791	-0.0023	0.0071	0.0082
Si	9.6197	13.3516	7.8031	0.0182	-0.0094	-0.0013
Si	13.5066	13.335	7.6859	0.0115	-0.0206	0.005
Si	1.7912	6.3003	8.7848	0.016	-0.0037	0.0016
Si	5.6783	6.4018	8.916	-0.0121	-0.0106	-0.02
Si	9.5085	6.3619	8.6117	0.009	0.0095	0.0182
Si	13.4615	6.2568	8.7977	-0.0149	0.0032	-0.008
Si	0.033	12.6988	8.7895	-0.0122	-0.0146	-0.0125
Si	3.8361	12.6969	8.8764	-0.0041	-0.0105	-0.0026
Si	7.6953	12.9341	9.2361	-0.0102	-0.0151	0.0103
Si	11.6034	12.8274	9.0608	-0.0154	-0.0168	-0.0046
Si	1.9679	3.9475	9.1194	-0.0084	0.0069	-0.0052
Si	5.8106	4.0976	9.503	0.0016	0.0064	0.0202
Si	9.5747	4.0573	8.9627	0.0052	-0.0072	0.003
Si	13.6847	3.9311	9.1944	0.0185	0.0017	-0.0007
Si	-0.1149	10.3668	9.2691	0.0118	0.0229	-0.0039
Si	3.7173	10.3641	9.4226	0.0059	0.0035	0.0128
Si	7.6569	10.5697	9.4857	0.0114	0.0289	0.0026
Si	11.4568	10.4578	9.3894	0.0147	0.0145	0.0113
Si	0.1703	3.3431	10.5131	0.0029	-0.0236	-0.0087
Si	3.777	3.4027	10.5743	0.017	-0.0226	-0.0061
Si	7.9261	3.6669	10.594	0.0017	-0.0372	-0.0031
Si	11.5605	3.5825	10.0666	-0.0351	-0.043	-0.0066
Si	1.7031	9.7085	10.6283	0.0028	-0.0285	-0.0109
Si	5.6902	9.9048	10.6572	-0.0162	-0.0076	0.0066
Si	9.562	9.796	10.7043	-0.0049	-0.0145	-0.0158
Si	13.3914	9.7292	10.4899	-0.0263	-0.0307	-0.0117
Si	0.4426	0.9843	10.812	0.0087	0.0205	0.0053
Si	3.6082	1.0568	10.8931	-0.0074	0.0291	-0.0209
Si	8.1882	1.4676	11.3683	0.009	0.0291	-0.0454
Si	11.3255	1.4477	10.9926	-0.0134	0.017	-0.0074
Si	1.3475	7.3356	10.8674	-0.0004	0.0166	0.0031
Si	5.9569	7.5314	10.9909	0.0117	0.0197	0.028
Si	9.0992	7.5288	10.572	0.0209	0.0036	-0.0376
Si	13.6474	7.4039	10.841	-0.0032	0.0258	-0.0094
O	13.3349	10.3642	12.013	-0.0022	0.0123	0.0284
O	8.3765	17.4503	11.8895	0.0107	0.01	0.0105
O	9.7685	1.919	19.285	-0.0005	-0.0018	-0.0038
O	7.2248	0.75	25.6354	-0.0099	0.0055	-0.0068
O	8.1344	5.8889	14.1657	-0.0067	-0.003	-0.0034
O	4.5607	3.0717	16.413	-0.0021	-0.0101	-0.0031
O	-3.9832	8.7886	23.4412	-0.0101	0.0082	-0.0129
O	11.7856	5.4638	23.8109	-0.0013	0.0018	-0.0032
O	0.5701	4.1722	11.9256	0.007	0.0096	0.0009
O	11.5848	17.6406	11.1403	0.0049	0.0269	0.0159
O	5.7575	10.8712	12.0193	-0.0384	0.053	0.0301
O	13.7155	8.7965	18.643	-0.0017	0.0005	-0.0036
O	-0.4526	12.9805	11.9195	0.0004	-0.0032	0.0051
O	7.5203	1.4494	12.9178	-0.0187	0.0045	0.0319
O	-2.7043	10.6753	21.9836	0.0026	0.0048	0.0058
O	6.0394	7.4867	14.5743	0.0088	0.0042	-0.0103
O	2.0946	6.4164	12.0173	0.0021	-0.0106	-0.0069
O	-2.7624	19.6951	12.1136	-0.0166	-0.0073	0.0042
O	12.3996	14.2654	12.2596	0.0216	0.0063	0.0146
O	5.1498	6.7407	12.2136	-0.0121	-0.0052	0.0073
O	2.0188	13.6537	11.3281	0.0013	-0.0069	-0.0081
O	9.7654	9.9522	12.3892	0.0035	-0.0075	0.0226
O	7.1991	11.8485	16.3443	-0.0078	0.0025	-0.0187
O	3.2933	4.0544	12.0487	-0.0084	0.0093	0.0029
O	5.6376	12.0917	14.3405	-0.0386	-0.0161	-0.0293
O	4.4468	9.6457	25.6095	0.0084	-0.0089	-0.0127
O	10.0053	4.0652	25.3246	0.0016	0.0054	-0.0134
O	6.1686	3.9486	19.5296	0.0005	0.002	0.0006
O	0.4546	9.9694	25.3465	-0.0096	-0.0138	-0.0274
O	2.5897	6.9002	25.1172	0.0276	-0.0041	-0.0173
O	4.5513	0.8421	25.4072	0.0195	0.0115	-0.0091
O	10.0981	6.7327	25.394	0.0044	0.004	-0.0164
O	20.8049	8.3317	20.97	-0.0045	0.0033	-0.004
O	12.3171	14.8055	20.7898	0.001	0.0025	0.0009
O	25.5961	10.9268	22.5283	-0.001	0.002	0.0054
O	13.885	6.3711	17.6378	-0.001	0.0008	-0.0056
O	17.4583	0.2931	26.0399	-0.0009	-0.0004	-0.0077
O	2.0603	3.1424	25.5557	0.0036	0.0005	-0.0254
O	7.0893	10.2438	25.4191	-0.0149	-0.0118	-0.0183
O	13.6079	3.2052	25.6986	-0.0029	-0.0232	-0.0093
Si	2.389	3.7108	24.0525	0.0041	-0.0015	0.0071
Si	12.0225	15.4588	16.2689	0.0011	0.0009	0.0079
Si	9.7418	9.2156	13.8679	-0.0032	-0.0023	-0.0029
Si	13.3709	4.8515	14.7485	0	0.0048	0.0136
Si	-5.6755	12.4439	22.0058	-0.0016	0.0037	-0.0106
Si	20.2117	11.7926	22.2466	-0.0009	-0.0033	-0.0023
Si	9.9467	0.3251	19.0399	-0.0059	-0.0028	-0.001
Si	17.193	27.0979	19.0363	0.0001	0.0007	-0.0022
Si	0.8867	-7.0924	15.1269	0.012	-0.0077	0.0083
Si	19.9082	1.7047	17.3517	0.0004	0.0039	0.0044
Si	21.2445	7.7038	22.4151	-0.0111	0.0039	-0.0057
Si	5.7873	15.2774	20.028	0.0009	-0.003	-0.005
Si	6.586	6.6612	17.297	-0.0023	-0.0031	0.0053
Si	20.3439	-0.9236	12.9268	-0.064	-0.0583	0.0256
Si	17.3562	23.8251	13.5004	0.103	0.0076	-0.0399
Si	-0.0793	3.8954	19.732	0.0013	-0.0013	-0.0018
Si	-2.8374	8.7287	24.6211	0.0151	-0.0114	0.0109
Si	12.5305	-0.0803	17.5573	0.0069	-0.009	0.006
Si	12.4504	3.4965	20.2353	0.0001	-0.003	0.0005
Si	22.4611	0.7998	22.1504	-0.0121	0.0065	0.0003
Si	-2.5047	14.958	13.6246	0.0072	-0.011	-0.0044
Si	17.4138	4.857	12.525	0.0038	0.0068	0.0066
Si	13.1212	23.3734	13.598	0.0094	0.0025	0.0007
Si	7.6329	15.1931	14.3078	0.0022	-0.0025	-0.0028
Si	15.0859	-0.0194	13.5468	-0.0037	0.0001	0.0076
Si	12.7122	5.6422	22.4894	-0.0007	0.0023	0.0086
Si	7.5425	30.4557	19.3754	-0.0037	-0.0006	-0.0038
Si	15.3333	21.715	18.9248	0.003	-0.0042	0.0027
Si	3.2786	14.4686	21.7531	-0.004	0.0017	-0.0016
Si	10.0444	-22.3636	18.4591	-0.0009	-0.0028	0.0023
Si	7.6339	7.2906	14.7907	-0.0079	-0.0016	0.0204
Si	-9.7733	9.9954	24.5883	0	0.0006	0.0082
Si	-1.3364	11.5355	21.8508	0.0076	-0.0055	-0.0167
Si	15.4563	22.5334	23.8086	0.0028	-0.0013	0.0083
Si	15.254	-13.8933	18.8529	0.0004	-0.0006	0.0156
Si	-11.0183	9.1201	17.3269	-0.0064	-0.0007	0.0099
Si	26.7674	6.0067	12.1632	0.0035	0.0064	0.0236
Si	-9.497	14.3858	25.0081	-0.0107	0.0042	0.0062
Si	21.0802	-0.957	15.9625	0.0087	0.0041	0.0165
Si	15.7567	5.2352	22.4011	-0.0008	0.0023	-0.001
Si	2.4187	-4.4306	15.079	0.0064	-0.0148	0.016
Si	3.9618	6.2735	24.4261	-0.0061	0.0038	0.0029
Si	25.7406	18.248	24.4037	0.0155	-0.0059	0.0002
Si	8.4163	0.0973	16.2251	-0.004	0.0005	0.0205
Si	1.2605	-4.7222	21.5481	-0.0033	-0.0009	-0.0049
Si	9.0188	4.7799	13.3944	0.0036	0.0029	0.0022
Si	5.377	17.0489	15.5334	-0.0031	0.0031	0.0069
Si	-2.6526	-5.2329	17.9828	-0.0013	-0.0001	0.0003
Si	12.2313	20.7007	14.97	0.0007	-0.0001	0.0141
Si	10.8316	24.4132	15.1432	0.0051	-0.0066	0.0088
Si	-1.9908	1.7376	25.0237	0.0116	-0.0036	-0.0056
Si	11.1578	7.5098	20.5811	0.0008	-0.0075	-0.0038
Si	24.0265	-6.7165	21.8356	-0.0026	-0.0038	-0.0121
Si	0.0498	6.2149	17.8728	0.006	-0.0019	0.0023
Si	19.5277	-3.5909	20.4835	-0.0003	-0.0021	-0.0083
Si	11.3612	9.89	22.2172	0.0063	-0.009	-0.0052
Si	4.799	6.7642	13.8268	-0.0029	-0.0063	-0.0036
Si	12.4947	26.8872	22.2261	0.0098	0.0145	-0.0053
O	13.1714	-3.7137	14.4038	0.0016	-0.0052	-0.0112
O	20.4762	10.4467	16.5202	0.0023	-0.003	-0.008
O	19.5814	-3.3001	18.8792	0.0004	-0.0004	-0.0015
O	16.5783	8.8495	22.9969	-0.0003	-0.0003	-0.0015
O	5.9457	3.0984	25.5696	-0.0014	-0.0222	-0.0173
O	-4.628	8.0238	14.126	0.0028	-0.0004	-0.0139
O	7.1298	6.2705	18.7872	0.0023	-0.0004	0.0016
O	15.2212	7.2307	11.3117	0.0076	-0.0051	-0.0098
O	23.1367	-6.1272	26.3278	0.0139	0.008	-0.0021
O	11.6182	20.0219	19.0352	-0.0005	0.0006	-0.0022
O	3.1027	8.6133	16.5471	0.0026	0.0012	-0.0082
O	11.239	4.0283	19.2879	-0.0053	-0.0009	-0.0045
O	2.9166	14.4653	17.9451	-0.0023	-0.0004	-0.004
O	-1.5085	12.1123	17.941	-0.0071	0.006	-0.0038
O	11.0603	-3.7089	20.815	-0.0034	-0.0019	-0.0038
O	-2.5914	-5.4593	25.5089	-0.0262	0.0309	-0.0292
O	9.9963	10.1865	15.1645	0.0011	0.0065	-0.0038
O	15.2121	11.1019	22.9926	-0.0098	0.0001	-0.0047
O	4.5887	5.268	14.5053	0.0032	-0.0083	-0.008
O	8.1705	17.6936	20.8695	0.0006	0.0017	0.005
O	4.5957	13.3	12.1	0.0155	-0.039	0.0271
O	3.4672	11.2215	13.3069	-0.0285	0.0109	-0.0591
O	-0.5635	0.9201	25.2584	-0.0245	0.0164	-0.0171
O	19.5546	-2.1714	21.2939	-0.0017	-0.0056	0.0012
O	16.1088	7.7222	18.0801	-0.002	-0.0004	-0.0026
O	11.7508	11.4403	13.7977	-0.0057	-0.0006	-0.0065
O	-2.7023	14.3259	17.1822	-0.0002	-0.005	-0.003
O	-5.668	1.1019	11.5698	0.0144	-0.0046	-0.0021
O	15.8919	-2.5021	18.3868	-0.0034	0.0065	-0.0033
O	1.8944	17.7042	14.1652	-0.0069	0.0069	0.0081
O	33.6315	8.4374	20.8672	0.0031	0.0006	0.0033
O	6.0701	-16.8021	23.5201	0.0024	-0.0115	-0.0071
O	12.6306	6.308	14.7402	0.0015	-0.0019	-0.0121
O	16.5929	6.4959	21.7929	-0.0008	0.0005	0.0034
O	14.0489	8.9086	23.8507	0.0055	0.0068	0.0067
O	8.2734	8.5757	14.059	0.0001	0.0022	-0.0179
O	0.0949	8.6365	20.5278	-0.0027	0.0001	-0.0036
O	-3.6354	14.7656	14.7961	-0.0078	-0.0006	0.0031
O	7.7629	14.3273	15.6898	0.0008	-0.0079	-0.0023
O	13.7613	0.2505	22.0815	-0.0032	-0.0057	0.0046
O	5.178	6.59	25.4531	-0.0148	0.0043	-0.0102
O	7.8463	7.2382	16.4116	0.0042	0.0035	0.0046
O	14.9	5.3102	14.61	0.0052	0.0012	-0.0116
O	10.6004	18.038	13.429	0.003	-0.0038	-0.018
O	10.1334	7.0307	11.7238	0.0136	-0.0069	0.0089
O	1.313	10.4916	12.0523	0.0351	0.0316	0.0747
O	14.8089	-1.347	20.3864	0.0058	0.0047	-0.0133
O	7.1818	6.912	22.1953	0.0113	-0.0065	0.0032
O	17.2203	-3.0207	14.5993	0.0141	0.0188	-0.0304
O	0.3279	5.3762	19.2209	0.0006	0.0029	-0.0041
O	3.5407	7.7757	14.0577	-0.0058	0.0062	-0.0031
O	12.9896	2.1204	23.5084	-0.0139	-0.0052	-0.0177
O	-9.1232	3.353	14.5324	-0.0037	0.0026	-0.0108
O	1.1759	7.3359	15.061	-0.0006	0.0013	-0.0163
O	8.6673	4.1443	18.3772	0.0001	-0.002	-0.004
O	11.4943	12.6876	18.8108	0.0018	-0.0028	-0.0052
O	12.3244	6.9242	21.5693	-0.0083	0.0061	-0.0052
O	-3.601	11.8446	16.3678	0.0071	0.0082	0.0038
O	19.9445	6.8613	22.985	0.0088	0.002	-0.0077
O	6.0669	5.2394	16.6271	0.007	0.005	-0.0035
O	0.0347	19.5524	26.0361	0.0125	0.0043	-0.0027
O	15.6389	3.9861	21.3419	-0.0032	-0.006	-0.0034
O	16.3645	12.9219	18.6698	-0.0116	-0.0111	-0.0003
O	12.1754	9.9722	25.5644	-0.0027	-0.0108	-0.009
O	20.9297	14.4838	18.6369	0.001	-0.0001	-0.0019
O	21.5976	12.3484	21.5882	0.0024	-0.0014	0.0005
O	7.0524	1.8204	20.8662	-0.0012	0.0049	-0.0029
O	9.1877	5.4881	23.1967	-0.0132	0.003	-0.0119
O	12.1075	8.0657	16.59	0.0019	-0.0036	0.0003
O	-2.5336	16.8155	16.0851	-0.0016	-0.0056	-0.0027
O	12.4487	4.3466	21.5904	-0.0038	-0.0114	-0.0073
O	16.3488	18.221	16.726	-0.0054	0.0009	0.0017
O	9.5	12.3784	20.3937	-0.0002	0.0012	-0.0064
O	14.2835	5.7336	22.908	0.0023	-0.0031	-0.0003
O	4.7636	0.3213	16.5418	0.0057	-0.0016	-0.0108
O	9.0479	0.0218	17.7225	-0.0005	-0.0019	-0.0105
O	23.9185	0.2766	22.6612	0.0049	-0.0043	0.0036
O	4.4988	15.2909	21.0337	0.0038	-0.0004	0.0021
O	9.6356	12.6935	15.1497	-0.0065	0.0015	-0.0078
O	10.5748	3.0027	16.933	-0.0034	-0.0023	-0.0054
O	16.6338	12.4137	13.9657	0.0182	-0.0161	-0.0237
O	-1.1554	11.502	14.1398	0.0015	-0.0029	-0.0102
O	16.556	17.4413	23.6673	-0.0006	0.001	-0.0007
O	3.6957	13.03	22.3904	-0.001	0.0026	0.0027
O	17.6649	14.1443	20.5871	-0.0022	-0.0006	-0.0015
O	6.2141	14.3734	23.3923	0.0097	-0.008	-0.023
O	13.1802	3.7678	13.5	-0.0019	-0.0009	-0.0126
O	11.0556	0.5287	22.4877	-0.006	-0.0054	0.002
O	9.751	13.1172	26.271	0.0116	0.0035	-0.0101
O	14.3724	14.1965	14.0872	-0.0039	0.0066	-0.0103
O	24.4092	16.1643	14.1505	-0.0072	-0.0161	-0.0082
O	-7.8838	-5.5055	11.2098	-0.0249	0.0011	-0.0017
O	12.3023	13.6062	25.6241	0.0068	0.0067	0.0022
O	-1.6452	3.6317	19.3878	-0.0008	0.0007	-0.0029
O	5.4687	7.8415	17.4111	0.0012	-0.0011	-0.0063
O	3.7075	17.5056	24.1642	-0.0134	-0.0031	0.0047
O	9.6813	6.9465	20.9911	0.0026	0.0014	0.0033
O	2.6574	2.5409	22.9629	0.0026	-0.0069	-0.0069
O	0.7694	-10.067	18.9636	-0.0015	-0.0025	-0.0027
O	20.6083	11.2802	23.744	-0.0032	0.0044	-0.0082

Results
free energy: -248720.501 eV
free energy less fixed offsets of O -568.88, Si -635.61 eV per atom: -5.041 eV

The program warned: the cutoff lies below the one the program advises for these potential files; the exchange-correlation potential is rough where the density is thin.
